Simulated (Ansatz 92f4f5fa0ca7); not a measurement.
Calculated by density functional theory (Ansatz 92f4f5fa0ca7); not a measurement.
Periodic cell of 223 atoms, Si133O90, from a study of silicon, its oxide and their interface. The atomic structure is a simulated model.
Doubt: the cutoff is far below the 930 eV that the study's wrapper takes by default for these files, so forces and energies are approximate.
This geometry differs little from another in the collection (a relaxation step or a small displacement).

Settings
functional: PBE
potential files: Ansatz PAW
basis: plane waves
wave-function cutoff: 580 eV
density cutoff ratio: 5
exchange-correlation grid ratio: 1
k mesh: 1 x 1 x 1, Gamma-centred
self-consistency stop: 5e-08 eV per atom in the density residual
occupations: fixed
spin: none
net charge: 0

Cell vectors (angstrom)
a  10.938  0  0
b  0  10.938  0
c  0  0  32.2628

Atoms and the computed forces on them: element, x, y, z (angstrom), force x, y, z (eV/angstrom)
Si  0.2594  -0.2378  24.7278  -0.0487  0.063  0.0012
Si  5.8325  -0.1902  24.8018  0.0195  -0.1049  -0.2508
Si  2.3881  2.93  24.6979  0.0178  0.0769  -0.05
Si  8.032  2.7476  25.0486  -0.1171  0.1308  -0.5268
Si  0.1572  5.1716  24.6288  0.0139  -0.0936  -0.1836
Si  5.8858  5.0443  24.9651  0.144  0.0242  -0.3349
Si  2.4812  8.4086  24.4073  -0.0486  0.1077  -0.2866
Si  8.0953  8.5955  24.749  -0.1762  0.0268  -0.0261
Si  1.3661  1.3527  26.1183  0.0009  -0.0676  -0.2062
Si  6.831  1.2638  26.3468  -0.0055  0.0136  -0.2003
Si  4.0833  4.0388  26.0999  -0.1415  -0.0447  -0.2223
Si  9.6495  4.0508  26.1485  -0.0518  0.0048  -0.2079
Si  1.3823  6.8182  25.8951  -0.0658  -0.0347  -0.0942
Si  6.9322  6.8654  26.0525  0.0362  0.0602  -0.2029
Si  4.1136  9.4923  25.9039  0.0326  0.0848  -0.1284
Si  9.6163  9.6296  26.1783  0.1227  -0.0063  -0.287
Si  2.7981  -0.0356  27.4116  -0.0045  -0.0305  -0.0257
Si  8.2643  -0.0292  27.5803  0.0825  0.0012  0.1249
Si  0.023  2.6908  27.5128  0.0317  -0.0382  0.0513
Si  5.4239  2.7057  27.516  -0.059  0.0351  0.199
Si  2.7395  5.4955  27.4156  -0.0341  -0.04  -0.0338
Si  8.2608  5.4817  27.4554  -0.0579  -0.0716  0.1081
Si  0.0306  8.1515  27.4216  0.0314  -0.0292  0.0624
Si  5.459  8.1715  27.4128  0.0825  0.0325  -0.064
Si  4.1018  1.3673  28.8445  -0.1973  -0.4072  0.2647
Si  9.5708  1.3673  28.8445  0.2045  0.1703  0.7157
Si  1.3673  4.1018  28.8445  0.1793  0.1575  -0.1991
Si  6.8362  4.1018  28.8445  0.0338  0.1507  -0.2985
Si  4.1018  6.8362  28.8445  -0.0284  0.0079  -0.2561
Si  9.5708  6.8362  28.8445  0.3214  -0.0194  0.0043
Si  1.3673  9.5708  28.8445  0.2024  -0.1489  -0.5459
Si  6.8362  9.5708  28.8445  -0.2259  -0.3943  -0.0141
Si  0  0  30.2118  -0.0336  0.1121  -0.0082
Si  5.469  0  30.2118  -0.0541  0.0217  -0.0058
Si  2.7345  2.7345  30.2118  -0.0308  -0.0154  -0.0215
Si  8.2035  2.7345  30.2118  0.054  -0.0234  0.0006
Si  0  5.469  30.2118  -0.03  0.0354  -0.0104
Si  5.469  5.469  30.2118  -0.003  0.0189  -0.0491
Si  2.7345  8.2035  30.2118  0.0154  0.0393  -0.0349
Si  8.2035  8.2035  30.2118  -0.091  -0.0412  -0.0259
Si  1.3673  1.3673  31.579  0.0192  -0.0135  -0.0051
Si  6.8362  1.3673  31.579  -0.012  -0.0029  -0.0293
Si  4.1018  4.1018  31.579  0.0457  -0.0524  -0.018
Si  9.5708  4.1018  31.579  -0.0152  0.0238  -0.0205
Si  1.3673  6.8362  31.579  0.0192  -0.0227  -0.0332
Si  6.8362  6.8362  31.579  0.0451  -0.0278  0.0012
Si  4.1018  9.5708  31.579  0.0307  -0.0276  -0.0268
Si  9.5708  9.5708  31.579  0.0186  -0.0209  -0.0249
Si  2.7345  0  0.6835  0.0234  0.0212  0.0104
Si  8.2035  0  0.6835  -0.016  0.0562  0.0204
Si  0  2.7345  0.6835  -0.0598  -0.0105  0.015
Si  5.469  2.7345  0.6835  0.0036  0.0037  0.0242
Si  2.7345  5.469  0.6835  -0.0331  0.0471  0.0193
Si  8.2035  5.469  0.6835  0.0132  -0.005  0.0258
Si  0  8.2035  0.6835  -0.0079  -0.0328  0.0211
Si  5.469  8.2035  0.6835  -0.062  0.0565  0.0066
Si  4.1018  1.3673  2.0507  -0.0113  -0.0079  0.0119
Si  9.5708  1.3673  2.0507  0.0468  -0.0322  0.0308
Si  1.3673  4.1018  2.0507  0.0487  -0.0187  0.0406
Si  6.8362  4.1018  2.0507  -0.0429  -0.0174  0.0072
Si  4.1018  6.8362  2.0507  0.0963  -0.0183  0.0299
Si  9.5708  6.8362  2.0507  -0.0395  0.0056  -0.0222
Si  1.3673  9.5708  2.0507  0.0335  0.0402  0.002
Si  6.8362  9.5708  2.0507  0.0321  -0.0999  0.0235
Si  0  0  3.418  0.0494  0.1474  -0.0618
Si  5.469  0  3.418  -0.1233  0.2734  0.3061
Si  2.7345  2.7345  3.418  0.0271  -0.0736  0.0556
Si  8.2035  2.7345  3.418  -0.1395  -0.056  0.2856
Si  0  5.469  3.418  -0.2188  0.0007  0.1666
Si  5.469  5.469  3.418  -0.0333  -0.0395  -0.1956
Si  2.7345  8.2035  3.418  0.0445  0.272  0.1906
Si  8.2035  8.2035  3.418  -0.0119  -0.0298  -0.4606
Si  1.3424  1.3946  4.8064  0.0502  -0.0106  0.0301
Si  6.8126  1.3905  4.8461  -0.0799  0.0719  -0.0472
Si  4.1013  4.1135  4.7819  0.005  0.0226  -0.0715
Si  9.5421  4.1058  4.8204  -0.0213  0.0485  -0.039
Si  1.3322  6.8758  4.7768  -0.0376  0.0398  -0.0964
Si  6.8489  6.8344  4.7444  -0.0006  -0.0186  -0.0678
Si  4.0752  9.6271  4.8312  -0.1068  0.0106  -0.0321
Si  9.5334  9.5911  4.7375  0.0068  -0.106  -0.1623
Si  2.6978  0.0742  6.2676  -0.0163  0.0047  0.2246
Si  8.1937  -0.0369  6.138  -0.0274  0.01  0.1681
Si  -0.0458  2.7565  6.2078  0.0457  -0.0491  0.0918
Si  5.4876  2.8413  6.2527  0.0314  0.037  0.113
Si  2.6807  5.4925  6.0863  0.0666  -0.0665  0.095
Si  8.1796  5.5019  6.179  0.0416  0.0489  0.1923
Si  -0.0699  8.2437  6.1041  0.0446  0.0108  0.1985
Si  5.5063  8.2183  6.072  0.0563  0.0493  0.1431
Si  3.805  1.821  7.5386  -0.0278  -0.0108  0.2608
Si  9.7335  1.1152  7.4794  -0.0663  -0.0002  0.3142
Si  1.5102  4.0037  7.4994  0.1295  -0.1208  0.3198
Si  6.5598  4.5458  7.6267  -0.0237  0.0128  0.2605
Si  4.2699  6.6854  7.3136  0.07  -0.0459  0.3357
Si  9.3795  7.046  7.5104  -0.054  0.0378  0.2017
Si  0.9729  9.8321  7.4897  -0.0416  0.1158  0.2104
Si  7.1343  9.2351  7.4641  -0.1388  -0.0428  0.4372
O  3.4923  5.4677  21.8757  -0.0282  -0.036  0.0685
O  2.6292  2.8968  8.0011  0.0797  -0.126  -0.4148
O  8.385  1.9097  23.6737  0.055  0.0365  0.2731
O  5.2156  7.5809  21.5953  -0.0508  0.068  0.0595
O  -2.0804  1.7505  8.7437  0.2001  -0.0029  -0.3836
O  5.3214  5.5911  7.9786  0.0224  0.0235  -0.407
O  6.9552  9.6773  24.124  0.0081  -0.0793  0.6374
O  1.2818  4.0439  24.0807  0.145  -0.032  0.5056
O  3.5859  7.422  8.6102  -0.1073  0.121  -0.014
O  0.9997  4.6568  8.9291  -0.0502  0.016  -0.2223
O  8.256  8.1493  8.0442  -0.0374  0.0484  -0.473
O  3.6812  10.0292  9.2628  0.0375  0.0148  -0.1679
O  7.2156  4.3472  9.147  -0.0531  0.0587  -0.5188
O  4.4989  1.5008  9.0212  -0.0653  0.0514  -0.3747
O  5.4484  10.9449  11.0105  -0.1569  0.0522  -0.073
O  7.2604  2.3973  10.8291  -0.0464  0.0466  -0.1032
O  6.9986  3.9072  24.4844  -0.1602  0.1571  0.6402
O  10.2471  5.7518  23.3039  0.1155  -0.0587  0.1879
O  5.3189  0.8463  23.6233  -0.0008  -0.1145  0.0083
O  5.3151  5.4633  23.4961  0.0202  0.0726  0.1823
O  -1.5406  7.3759  18.3155  0.0325  -0.0735  -0.0583
O  2.8781  7.9206  22.8341  -0.1024  0.1104  0.5555
O  9.1616  8.1697  23.5387  -0.0012  0.1247  0.1011
O  -0.3975  11.3529  23.3657  0.0423  -0.0513  0.0949
Si  -9.2582  -5.1207  16.2145  0.1286  -0.0556  0.0538
Si  -6.1272  10.9447  17.1437  0.0182  0.0465  0.1244
Si  1.7085  -2.6263  14.6453  0.0377  0.0284  -0.0328
Si  -1.659  6.848  22.5716  -0.0822  -0.0488  -0.0783
Si  4.9337  4.7133  22.0991  0.0223  0.1187  -0.3614
Si  11.6243  14.0058  16.4919  0.0648  -0.0647  0.1204
Si  -2.4378  1.471  10.3066  0.0546  -0.1419  0.3432
Si  4.5248  0.9845  19.7793  0.1073  0.1095  -0.111
Si  2.1708  7.0177  11.7411  0.1075  -0.2825  0.2857
Si  4.318  1.652  22.6338  0.1135  0.046  0.0374
Si  -1.7569  3.558  17.8765  -0.04  -0.1284  0.1671
Si  13.8346  12.4552  15.2242  -0.0105  0.0253  -0.0505
Si  -1.5715  4.7362  12.3435  -0.0558  -0.0783  0.2002
Si  -5.3389  6.2464  16.8305  -0.0429  -0.0131  0.0393
Si  -6.2655  5.3386  12.2064  0.0498  0.0593  0.027
Si  -1.8429  7.3934  13.9909  -0.0779  -0.0148  -0.1277
Si  10.3514  1.9486  12.6962  0.0182  0.0732  -0.0265
Si  -1.5099  1.3231  22.6009  -0.0694  0.0199  -0.0826
Si  2.8869  8.6379  9.425  0.0169  -0.2243  0.0601
Si  19.9627  7.8675  19.8216  -0.1637  0.1946  -0.0961
Si  6.5904  17.6673  21.2446  -0.157  -0.0023  -0.2239
Si  -1.762  11.023  19.9614  0.0529  0.026  -0.1857
Si  -6.1348  8.667  15.1468  0.0078  0.021  -0.112
Si  6.896  3.9858  10.7061  -0.1189  -0.0122  0.3465
Si  2.4323  3.2491  19.1888  -0.1477  0.0087  -0.0207
Si  3.1933  -4.7535  18.8394  -0.0332  -0.1076  0.0605
Si  -10.8638  5.6003  9.8784  -0.0316  -0.0595  -0.0095
Si  15.2323  4.3752  15.1506  -0.01  0.0473  -0.1327
Si  -0.1629  10.0893  13.5227  -0.0699  0.1248  -0.0407
Si  6.9797  1.5498  18.3983  0.0907  -0.0386  0.1123
Si  -4.2416  -0.8837  10.4472  0.2912  0.0484  0.2701
Si  -15.5696  -2.9271  12.7149  -0.056  -0.0732  -0.0522
Si  -6.8097  0.384  10.137  -0.032  -0.0233  0.3736
Si  -0.2224  13.5003  20.3235  -0.0205  -0.1501  -0.2503
Si  12.9348  0.7552  12.4427  -0.1699  0.1159  0.0394
Si  19.6411  -4.3618  17.065  0.0204  0.0476  0.0939
Si  3.6156  -3.8409  21.6271  0.2593  -0.0932  -0.1307
O  -2.8427  10.8636  10.5879  -0.0225  -0.0421  -0.1296
O  5.3297  -1.299  16.3366  0.0123  0.0086  0.0112
O  1.6892  7.6077  13.1729  0.0463  0.0019  -0.1404
O  -6.0953  4.621  13.6483  0.0329  -0.0582  0.0641
O  -4.9462  5.2167  20.9166  0.0156  -0.0317  0.1865
O  1.339  1.9622  15.4946  0.0017  0.0039  0.0305
O  4.1146  0.6804  21.3256  -0.0396  0.0489  0.1506
O  7.4177  -3.3827  20.0884  -0.0057  -0.0685  0.0767
O  -3.2609  13.8973  17.9999  -0.0209  0.0284  -0.0207
O  9.8648  3.5934  19.3712  -0.015  0.0387  0.0168
O  -1.1656  8.7862  13.385  0.0341  -0.0159  0.0694
O  1.356  9.6046  24.1264  0.0515  -0.1012  0.3518
O  1.0693  7.1847  15.6108  -0.0465  -0.0431  0.0628
O  -2.8146  0.4452  18.7687  -0.0054  -0.0036  0.0276
O  -0.8253  2.6167  16.9021  0.0616  0.046  -0.0857
O  6.0191  12.6047  19.7215  -0.0849  -0.0318  -0.0164
O  -1.7872  -3.7184  15.6253  0.0294  0.0011  0.0497
O  1.6575  3.1786  17.7803  0.0061  0.0118  -0.0441
O  15.4272  -0.3021  18.7439  -0.0107  0.0342  -0.0517
O  -2.3138  0.4456  21.4661  0.0176  0.0389  0.1976
O  -1.1018  1.721  11.1761  -0.0312  -0.0058  -0.1066
O  3.2603  4.63  19.3533  0.0093  0.0277  -0.0595
O  5.4179  6.7705  12.1943  -0.005  0.0341  0.0014
O  -1.2369  3.367  13.2213  0.0213  -0.0164  -0.0651
O  20.3822  9.4369  19.8672  0.0087  -0.0833  0.0537
O  -7.0886  2.8293  15.2299  0.003  -0.053  0.0203
O  3.4785  12.98  19.1694  0.0483  -0.0201  0.0072
O  2.9481  8.2382  11.0007  0.0509  0.1824  -0.2312
O  -6.3448  6.5535  18.0795  0.0065  0.0268  0.0449
O  13.8732  0.7341  13.7886  0.0396  -0.0082  0.0057
O  -4.0892  8.7402  11.3754  -0.0335  0.0476  -0.0993
O  2.9842  -3.7038  20.0974  0.028  0.0235  0.0351
O  7.5347  -3.4795  13.5973  -0.0143  0.0004  0.0481
O  0.778  -1.2818  14.7958  -0.0172  -0.0446  -0.0155
O  1.9461  -4.7332  17.7852  -0.0308  0.0431  0.0171
O  3.4704  0.56  16.404  -0.0043  -0.0288  0.0162
O  7.8091  4.7747  11.8292  0.0025  0.0071  -0.1319
O  1.3988  8.9301  8.8206  0.0432  0.0399  -0.1374
O  0.6423  -6.3419  15.9137  -0.0203  0.0567  -0.032
O  -7.8409  5.6674  11.9053  -0.0814  0.095  -0.0427
O  -8.0072  11.7939  11.1316  0.1367  -0.0471  -0.165
O  -0.1014  0.0247  8.1137  0.0545  -0.0053  -0.5666
O  -0.4071  1.0091  19.7543  0.0304  0.0831  0.0614
O  7.0978  6.6147  17.2876  -0.033  -0.0165  0.0002
O  1.3362  3.018  20.374  0.0002  0.0273  0.0583
O  -1.2337  6.0522  13.2557  0.0073  0.0227  0.0024
O  -5.5096  9.0134  13.6747  -0.0121  -0.0005  0.0512
O  4.9221  -7.838  22.1528  -0.0365  -0.1238  -0.0168
O  0.9293  6.6449  10.7756  -0.0535  0.0518  -0.1389
O  0.9677  -11.4855  12.3293  0.0275  -0.0249  0.0665
O  7.6952  6.4347  22.4275  0.112  -0.0727  0.0914
O  10.2461  4.672  10.9735  0.0853  0.0418  -0.1949
O  -4.8812  12.014  17.1375  -0.038  -0.0329  -0.1309
O  10.1459  2.5897  21.8471  0.0218  0.0108  0.0997
O  -0.9499  11.5486  13.6317  0.0212  -0.1119  0.0301
O  9.8498  7.145  21.0539  0.0267  -0.0554  0.2436
O  11.9804  2.0881  12.5634  -0.0087  -0.0496  0.024
O  -15.4423  -1.1771  8.8685  0.0236  -0.0934  -0.3494
O  5.2583  -3.7706  15.5338  -0.0076  -0.0501  -0.0267
O  9.1379  5.0238  17.2143  0.022  0.0263  -0.0742
O  -5.5007  15.6399  16.2841  0.0111  0.0132  -0.0068
O  14.1312  8.7477  15.0834  -0.0076  0.006  0.0309
O  2.9341  2.0066  23.4224  -0.1599  0.0824  0.1101
O  -0.95  6.4221  8.9145  -0.054  0.0329  -0.2057
O  5.3412  4.3396  11.0907  0.0298  -0.0419  -0.0751
O  -7.8809  5.396  15.455  -0.0368  0.0145  -0.0126

Results
free energy: -135736.038 eV
free energy less fixed offsets of O -568.88, Si -635.61 eV per atom: -0.708 eV

The program warned: the cutoff lies below the one the program advises for these potential files; the forces do not sum to zero within the program's tolerance; the exchange-correlation potential is rough where the density is thin.
